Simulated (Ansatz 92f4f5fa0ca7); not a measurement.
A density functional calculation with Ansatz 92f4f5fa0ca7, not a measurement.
Periodic cell of 220 atoms, Si132O88, from a study of silicon, its oxide and their interface. The atomic structure is a simulated model.
This geometry differs little from another in the collection (a relaxation step or a small displacement).

Settings: functional r2SCAN; potential files Ansatz PAW; basis plane waves; wave-function cutoff 800 eV; density cutoff ratio 5; exchange-correlation grid ratio 1; k mesh 1 x 1 x 1, shifted by 0.5 0.5 0 of a step; self-consistency stop 1e-10 eV per atom in the density residual; occupations fixed; spin none; net charge 0.

Cell vectors (angstrom)
a 10.888 0 0
b 0 10.888 0
c 0 0 31.7746

Atoms and the computed forces on them: element, x, y, z (angstrom), force x, y, z (eV/angstrom)
Si 1.6038 1.5926 1.4991 -0.0434 -0.0684 0.1535
Si 4.4991 -4.8106 -1.8358 -0.0807 0.0517 -0.0052
Si 0.6815 5.4241 -0.382 0.0968 0.0257 0.0963
Si 2.7943 8.0038 -0.0286 -0.041 -0.0183 0.1594
Si 5.8351 -0.3403 0.0685 0.0138 -0.0196 0.1213
Si 7.4181 3.6633 -1.5501 -0.0109 0.0359 0.0679
Si 6.0319 5.2065 -0.365 0.0832 -0.0879 0.1621
Si 7.5387 8.735 0.0705 0.0362 0.0496 0.156
Si -0.7192 0.4091 -0.069 -0.0334 0.0348 0.178
Si 3.9258 3.7324 1.5473 0.0214 0.0081 0.1779
Si 1.409 6.7771 1.3874 -0.0634 0.0075 -0.0407
Si 4.0875 9.5106 1.2422 0.0008 -0.0341 -0.021
Si 6.8439 1.2952 1.3999 0.0547 -0.0478 0.0014
Si 9.4921 3.9364 1.3144 -0.1006 -0.0073 0.065
Si 6.7925 6.8022 1.2474 0.0711 -0.0148 0.0383
Si 9.3741 9.5974 1.3666 0.011 -0.0413 -0.0133
Si 0.0458 2.7902 2.7857 -0.0913 0.002 -0.0252
Si 2.7484 -0.0692 2.6913 -0.0569 0.1049 0.0344
Si -0.0728 8.1447 2.6113 0.0024 0.0318 0.0677
Si 2.7302 5.3986 2.752 0.044 0.0025 0.0164
Si 5.4925 2.6022 2.8226 -0.0648 0.057 0.0521
Si 8.1205 -0.0216 2.8564 0.0313 0.0254 0.0117
Si 5.3684 8.0792 2.6548 -0.0149 0.0754 0.0373
Si 8.1758 5.4328 2.6257 0.0325 -0.0208 -0.0057
Si 1.3709 4.1096 4.1779 0.0332 -0.0094 0.0002
Si 4.0969 1.2526 4.141 0.0093 -0.0104 0.0236
Si 1.3287 9.4831 4.0059 -0.0083 0.0046 -0.0114
Si 4.0689 6.7703 4.0857 -0.0401 -0.057 0.0033
Si 6.8316 4.0847 4.0551 -0.0241 -0.0059 0.0158
Si 9.5458 1.3826 4.0912 -0.0062 -0.0074 0.0074
Si 6.7274 9.4506 4.092 0.0206 -0.0037 0.0349
Si 9.5149 6.7846 4.0392 -0.0231 -0.0133 0.0007
Si 0.0273 0.005 5.4 -0.0367 -0.0347 0.0064
Si 2.747 2.6909 5.4652 0.0294 0.0202 0.01
Si -0.0196 5.4734 5.4806 0.0161 -0.0167 -0.004
Si 2.6929 8.1446 5.4064 0.0138 0.0313 -0.0069
Si 5.4263 -0.0804 5.5221 -0.0128 -0.0023 -0.0028
Si 8.1756 2.7266 5.4404 0.0051 -0.0283 -0.0631
Si 5.4595 5.4372 5.4205 0.0432 -0.0155 0.0321
Si 8.1545 8.1381 5.4276 0.0059 -0.0011 0.032
Si 1.3675 1.3357 6.8103 -0.0074 0.0429 0.0022
Si 4.1127 4.088 6.7958 -0.019 -0.015 0.0248
Si 1.3542 6.8406 6.8171 -0.0136 -0.0223 -0.0024
Si 4.041 9.4529 6.8426 0.0068 -0.0109 0.0052
Si 6.8198 1.3505 6.8034 0.0017 -0.0064 0.0083
Si 9.506 4.0779 6.8119 0.0135 0.0094 0.0089
Si 6.8002 6.7846 6.8066 0.012 0.0124 0.0036
Si 9.5249 9.567 6.7536 -0.0145 0.0196 0.0266
Si 0.0036 2.7314 8.1521 -0.0261 -0.037 -0.0301
Si 2.6972 -0.0448 8.1781 0.015 0.0154 0.0249
Si -0.0096 8.2377 8.1331 -0.0062 -0.0258 0.0217
Si 2.7506 5.4783 8.1486 0.0129 0.026 0.0205
Si 5.4743 2.7342 8.1557 -0.0079 0.0213 -0.0143
Si 8.199 0.0273 8.1828 0.0132 0.0149 -0.0289
Si 5.456 8.1363 8.2046 -0.0058 -0.0284 -0.0006
Si 8.1298 5.4113 8.1695 0.0341 -0.0232 -0.0125
Si 1.3593 4.1308 9.4649 -0.0098 0.0218 0.0095
Si 4.0998 1.3454 9.438 0.0124 0.0337 -0.0228
Si 1.3132 9.5445 9.5961 -0.0397 -0.0157 0.0186
Si 4.1067 6.7842 9.5992 0.0152 -0.0083 -0.0295
Si 6.7862 4.0828 9.601 0.0224 -0.0144 -0.0238
Si 9.5293 1.4311 9.5759 -0.0047 0.0344 -0.0489
Si 6.8454 9.5248 9.5281 0.0437 0.0034 0.0077
Si 9.5013 6.8444 9.4042 -0.0502 -0.047 -0.0064
Si -0.0792 0.0304 10.9646 -0.0011 0.0513 -0.0151
Si 2.7072 2.695 10.7246 -0.0231 -0.0339 0.0038
Si 0.029 5.6121 10.7538 0.0121 -0.0768 -0.0342
Si 2.7534 8.2004 10.9202 0.0563 -0.0032 -0.0622
Si 5.4852 0.0532 10.8213 -0.0235 -0.104 -0.0294
Si 8.3176 2.9349 10.9807 0.1312 0.0553 -0.0525
Si 5.4 5.3715 11.0255 0.0047 0.0204 -0.0035
Si 8.156 8.0656 10.8594 -0.0135 0.0123 0.0015
Si 1.3552 1.4649 12.1867 0.0033 -0.0422 -0.0134
Si 2.2186 4.8955 13.3889 -0.0528 0.0085 -0.078
Si 1.4091 6.7918 12.2106 -0.0239 -0.0388 0.0619
Si 4.1144 9.6606 12.1621 0.001 0.0342 -0.0884
Si 6.5023 1.0894 12.7089 -0.0023 0.0499 0.1288
Si 8.2461 5.6987 13.8182 0.0359 0.0315 0.0154
Si 5.6718 8.5293 13.5108 0.079 -0.0402 -0.065
Si 9.4511 9.4451 12.2406 0.0097 -0.0348 0.0079
Si -0.5585 2.9251 15.4866 0.0294 0.1486 -0.0691
Si 3.1185 0.5252 13.4254 -0.1304 0.0354 -0.0742
Si -1.2865 7.2436 15.0606 -0.0638 0.0058 -0.2529
Si 4.0076 3.8799 12.2572 0.0215 0.0815 -0.0215
Si 4.7571 2.2317 13.8544 0.0197 -0.0599 0.0182
Si 10.869 0.7845 16.4075 0.046 -0.0278 -0.0833
Si 4.5301 8.1056 15.572 0.0568 0.0835 -0.0566
Si 9.6125 4.4229 12.251 -0.0258 0.0103 0.0145
Si 0.4214 3.2704 13.3815 0.0945 0.0093 -0.1281
Si 2.2847 -0.7254 15.1414 0.0063 0.0085 -0.1326
Si 6.5885 8.9443 17.6535 -0.0086 0.014 -0.2289
Si 8.6717 9.505 15.552 0.0099 -0.097 -0.1417
Si 7.5562 4.2447 15.6691 -0.02 0.0818 -0.1902
Si 7.5538 -0.8278 13.5997 -0.0825 -0.1852 -0.1207
Si 6.7543 6.7984 12.3424 -0.0385 -0.0411 -0.0455
Si 11.0563 8.2298 13.5639 -0.1609 0.0401 -0.0544
Si 27.3985 -41.0676 23.9114 -0.0226 -0.015 0.0447
Si 8.7858 15.538 18.5639 0.131 0.0235 -0.1382
Si 3.3322 4.4543 22.6744 -0.0054 -0.0001 -0.0565
Si 13.5804 -7.2873 29.8287 -0.0484 0.0113 0.1726
Si 13.2533 -4.8951 26.8222 0.0019 0.0277 0.1629
Si 4.7587 10.8443 19.3651 0.0477 -0.0352 -0.1508
Si -27.6127 8.2404 27.6028 0.013 -0.065 0.1938
Si 5.4167 5.8772 26.109 0.0063 0.0586 0.1543
Si 15.9143 12.5554 29.5516 -0.0098 0 0.1537
Si 16.455 -5.5829 20.9575 0.0174 0.0067 -0.1085
Si 11.0693 4.8727 16.6728 -0.0863 -0.0646 -0.2141
Si 2.2828 -0.3138 20.6141 0.0052 0.067 -0.1272
Si 3.1066 -0.9257 25.8855 0.0275 0.008 0.1172
Si 7.9778 16.276 27.6544 -0.0268 0.008 0.2653
Si 8.7559 2.5623 23.423 0.0123 0.0353 -0.0396
Si 8.4241 -30.3851 20.6231 0.0227 0.0073 -0.1534
Si 1.364 -26.2618 24.2148 0.0213 -0.0068 0.0694
Si 4.4292 -31.0018 26.4768 -0.0465 -0.0109 0.2107
Si -4.663 11.3116 21.8764 -0.0101 -0.009 -0.1181
Si 21.087 -11.835 28.8179 0.0039 -0.0472 0.228
Si 48.2106 -7.8161 18.9596 -0.0167 -0.0333 -0.1853
Si 12.5964 3.0922 27.0698 0.0423 -0.0068 0.2205
Si 10.8058 -20.7768 19.569 -0.008 0.0219 -0.1803
Si -14.1985 18.0415 19.9522 -0.034 -0.0082 -0.1746
Si -30.4919 13.5083 20.5919 0.0219 -0.0168 -0.1157
Si 12.6595 -1.692 23.2131 0.0292 0.0201 0.0015
Si 18.5863 8.425 28.7022 -0.0142 -0.0695 0.122
Si 9.9577 -11.2481 23.9295 -0.0001 0.0107 0.0503
Si -4.0066 6.0324 23.5407 -0.0393 -0.026 -0.0181
Si 7.8704 19.601 22.6138 -0.0283 -0.0135 -0.0804
Si 1.1946 18.4662 29.3013 0.0203 -0.0107 0.2453
Si 20.3844 4.9612 24.9742 -0.0484 0.0094 0.1167
Si 13.9647 -5.6583 15.5319 -0.084 0.105 -0.1341
Si 0.3577 -21.259 26.5271 0.0197 0.021 0.1321
Si 26.8431 -18.0173 15.8037 0.0032 -0.162 0.0248
Si 19.415 2.2431 31.8022 -0.0036 -0.0188 0.1093
O -2.7249 4.4305 -2.8078 -0.0011 0.0791 -0.1248
O -8.0669 2.605 1.0724 0.0811 0.04 -0.088
O 1.8909 -3.912 -6.1377 -0.0329 0.0004 -0.0572
O 5.3738 0.3215 -1.3805 -0.0203 0.0593 -0.134
O 9.1412 -23.4933 -8.2401 0.0147 -0.0127 0.0186
O 19.6354 -1.3358 -3.5174 -0.027 0.0117 -0.0802
O 22.3976 2.1123 -5.3934 -0.0305 0.0045 -0.0595
O -3.2402 2.164 -19.5054 0.0657 0.029 -0.0339
O 1.2187 -14.106 -8.5521 -0.0185 -0.002 -0.0181
O 43.2623 -9.9752 -13.7896 -0.0144 -0.02 0.131
O 20.7983 -33.0115 -16.0226 0.0879 0.1157 0.113
O 15.5996 -3.7195 -3.0003 -0.0031 0.1398 -0.1619
O 12.5683 13.942 -3.0874 -0.039 -0.0236 -0.1293
O 14.567 6.7644 -0.609 0.11 -0.0677 -0.129
O 11.6344 10.6087 20.1055 0.0086 -0.0576 0.0775
O 10.4419 -4.6007 16.1254 0.1057 -0.0781 0.1449
O 14.6358 -1.8582 27.0676 -0.0553 0.0515 -0.0732
O 33.9167 -1.7679 14.4372 0.1638 0.0625 0.0613
O 18.0751 13.7419 23.7174 0.0049 0.0108 -0.0076
O 3.498 9.3434 15.8739 0.0189 -0.0265 0.0487
O 21.6025 11.223 28.025 0.0244 0.0462 -0.1083
O -16.8945 1.3053 27.9827 0.0015 -0.0211 -0.1428
O 3.6522 -6.0708 29.3279 -0.0595 -0.0355 -0.1239
O 16.927 6.6456 20.1808 -0.0478 -0.0086 0.0582
O 14.5206 -4.1276 15.6474 -0.0304 -0.0444 0.024
O 24.9245 2.6257 26.5425 0.0244 0.0026 -0.0817
O 17.5485 5.2037 22.1602 0.0297 -0.0333 0.0456
O 34.88 3.6152 21.8503 0.0029 0.0288 0.0608
O 5.4337 11.9708 23.1174 -0.019 0.0074 0.0355
O 9.2057 33.657 23.4299 -0.0114 0.0074 -0.0139
O -9.4149 4.6434 26.6924 -0.0343 0.0128 -0.0633
O -8.2034 12.0662 21.1382 0.0064 -0.011 0.0562
O 10.3713 -6.2229 18.1467 -0.0546 0.0395 0.2072
O 11.3044 -26.2605 30.1154 -0.0528 0.0554 -0.1297
O 4.8975 3.4414 17.4147 -0.011 0.0232 0.0562
O 16.4408 4.0289 19.9392 0.0277 0.0342 0.0842
O 16.5664 -16.1688 24.5417 0.0026 -0.0149 -0.0591
O 23.7922 8.5008 30.3789 0.0052 -0.0037 -0.0938
O 26.7884 12.3976 19.0496 0.0079 0.013 0.0266
O 8.6393 13.889 15.4403 -0.0624 -0.0577 0.0828
O 2.4707 -34.0652 21.7826 0.0049 -0.0436 0.0529
O 14.7941 -16.2316 26.5692 0.0172 -0.0315 -0.0187
O 7.654 9.7612 16.7777 -0.0512 0.1031 0.1453
O 2.8515 -1.5619 24.4216 -0.0025 -0.0099 -0.0461
O 11.4598 10.2931 23.3468 0.0064 0.0105 -0.009
O 12.7172 -27.6663 16.621 0.0729 -0.0447 0.1749
O -8.807 6.8112 28.1892 0.0203 -0.0316 -0.0953
O 11.6811 -20.765 31.9555 0.1143 0.0244 -0.0722
O 18.3783 19.0166 18.6855 0.0573 -0.066 0.1332
O 25.4399 13.2218 30.1486 -0.0081 -0.0022 -0.0275
O 10.8311 5.7044 24.4816 -0.0061 0.0038 -0.0406
O 9.0302 -7.8161 21.9019 0.0006 0.011 0.0794
O 6.5104 -5.8075 27.0097 -0.0475 -0.0253 -0.0776
O 4.4503 -18.3068 23.3369 -0.0106 -0.0157 -0.0113
O 8.3858 3.2775 19.3427 -0.0365 -0.043 0.0689
O 8.2947 16.5406 24.1676 0.0104 0.0042 -0.0254
O 21.0382 -0.1046 25.5203 -0.0586 -0.0336 -0.0586
O -5.3904 -19.3741 25.5263 0.0376 0.0178 -0.054
O 8.2267 -2.9199 21.2005 0.0423 0.0293 0.0897
O 29.6624 4.7958 17.1975 0.0044 -0.0102 0.1167
O -6.7539 -21.4855 25.6958 0.0034 -0.0302 -0.0785
O 16.554 -2.9039 16.7318 0.0131 -0.0572 0.1275
O 5.6404 -3.4255 26.3184 0.0395 -0.0029 -0.0882
O 11.5872 2.3728 19.9712 -0.0032 0.0267 0.0598
O 9.1572 -5.7953 26.5681 0.062 -0.0245 -0.1183
O 21.042 4.7623 31.8077 0.0201 -0.0065 0.0298
O -3.7323 -33.4312 22.3822 -0.0005 -0.0152 0.0369
O 6.2338 -19.0472 29.61 0.0178 0.0061 -0.0608
O 18.8954 6.9608 28.0747 0.0029 -0.0095 -0.08
O 23.5157 26.0101 30.9925 0.0234 -0.05 -0.0716
O 13.3693 -16.4352 23.7124 0.0022 -0.0004 0.0039
O 5.2065 10.5784 20.8808 0.0192 -0.0049 0.1127
O -1.293 -7.4805 24.5119 0.0083 -0.0359 -0.0028
O 7.0229 1.5953 21.071 -0.0253 0.0144 0.0398
O -6.7805 16.3292 21.635 -0.0453 0.0228 0.0311
O -2.3826 5.8899 19.5606 -0.0102 0.0485 0.0677
O -4.6096 -1.8169 28.2371 -0.049 0.0471 -0.0731
O 14.1134 10.3218 19.3131 -0.0556 -0.0187 0.0549
O 4.7974 4.2624 32.0484 0.0571 -0.0616 -0.1091
O 31.1311 1.0121 20.2472 -0.0154 -0.0228 0.0527
O 1.7169 10.554 26.4262 0.0181 -0.0267 -0.0223
O -10.6918 -2.2796 28.5914 -0.0282 0.0278 -0.1028
O -9.3828 -10.6656 16.2161 -0.0886 0.0715 0.0766
O -16.1464 31.7843 18.3368 -0.0534 0.062 0.0888
O 3.109 -18.5583 19.4073 -0.049 0.0168 0.0763
O -0.714 -11.3562 30.3466 0.0009 -0.0803 -0.1337
O -3.0784 19.1281 30.3043 0.017 -0.028 -0.1921
O 6.897 -14.1302 23.354 -0.011 0.021 0.0263

Results
free energy: -134619.184 eV
free energy less fixed offsets of O -570.45, Si -639.56 eV per atom: 2.336 eV

The program warned: the cutoff lies below the one the program advises for these potential files; the forces do not sum to zero within the program's tolerance; empty levels may hold ghost states of the PAW files; the exchange-correlation potential is rough where the density is thin.
